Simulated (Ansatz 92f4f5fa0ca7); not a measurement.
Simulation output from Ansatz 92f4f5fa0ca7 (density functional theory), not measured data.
Periodic cell of 225 atoms, Si132O91As1H1, from a study of silicon, its oxide and their interface. The atomic structure is a simulated model.
Doubt: the cutoff is far below the 930 eV that the study's wrapper takes by default for these files, so forces and energies are approximate.
This geometry differs little from another in the collection (a relaxation step or a small displacement).

Settings
functional: PBE
potential files: Ansatz PAW
basis: plane waves
wave-function cutoff: 580 eV
density cutoff ratio: 5
exchange-correlation grid ratio: 1
k mesh: 1 x 1 x 1, Gamma-centred
self-consistency stop: 5e-08 eV per atom in the density residual
occupations: fixed
spin: none
net charge: 0

Cell vectors (angstrom)
a, 10.938, 0, 0
b, 0, 10.938, 0
c, 0, 0, 32.8463

Atoms: element, x, y, z (angstrom)
Si, 0.393, -0.1383, 25.2419
Si, 5.3054, 0.141, 25.3294
Si, 3.147, 2.4474, 25.4973
Si, 8.1042, 3.0911, 25.3606
Si, -0.0927, 5.6644, 25.7235
Si, 5.7223, 5.1807, 25.315
Si, 2.5069, 8.4072, 25.2364
Si, 8.6355, 7.8499, 25.3448
Si, 1.4676, 1.3379, 26.7238
Si, 6.941, 1.358, 26.5648
Si, 4.2287, 4.0768, 26.7689
Si, 9.5648, 4.115, 26.8775
Si, 1.4621, 6.95, 26.8133
Si, 6.8828, 6.828, 26.5955
Si, 4.1187, 9.5207, 26.6253
Si, 9.6751, 9.6073, 26.5572
Si, 2.7848, -0.0584, 28.0784
Si, 8.2535, -0.0219, 27.9839
Si, 0.0386, 2.6834, 28.08
Si, 5.5629, 2.6624, 28.0721
Si, 2.7872, 5.4538, 28.0697
Si, 8.164, 5.5029, 28.1143
Si, -0.0006, 8.2587, 28.0853
Si, 5.4932, 8.1708, 28.0051
Si, 4.1018, 1.3673, 29.4281
Si, 9.5708, 1.3673, 29.4281
Si, 1.3673, 4.1018, 29.4281
Si, 6.8362, 4.1018, 29.4281
Si, 4.1018, 6.8362, 29.4281
Si, 9.5708, 6.8362, 29.4281
Si, 1.3673, 9.5708, 29.4281
Si, 6.8362, 9.5708, 29.4281
Si, 0, 0, 30.7953
Si, 5.469, 0, 30.7953
Si, 2.7345, 2.7345, 30.7953
Si, 8.2035, 2.7345, 30.7953
Si, 0, 5.469, 30.7953
Si, 5.469, 5.469, 30.7953
Si, 2.7345, 8.2035, 30.7953
Si, 8.2035, 8.2035, 30.7953
Si, 1.3673, 1.3673, 32.1626
Si, 6.8362, 1.3673, 32.1626
Si, 4.1018, 4.1018, 32.1626
Si, 9.5708, 4.1018, 32.1626
Si, 1.3673, 6.8362, 32.1626
Si, 6.8362, 6.8362, 32.1626
Si, 4.1018, 9.5708, 32.1626
Si, 9.5708, 9.5708, 32.1626
Si, 2.7345, 0, 0.6835
Si, 8.2035, 0, 0.6835
Si, 0, 2.7345, 0.6835
Si, 5.469, 2.7345, 0.6835
Si, 2.7345, 5.469, 0.6835
Si, 8.2035, 5.469, 0.6835
Si, 0, 8.2035, 0.6835
Si, 5.469, 8.2035, 0.6835
Si, 4.1018, 1.3673, 2.0507
Si, 9.5708, 1.3673, 2.0507
Si, 1.3673, 4.1018, 2.0507
Si, 6.8362, 4.1018, 2.0507
Si, 4.1018, 6.8362, 2.0507
Si, 9.5708, 6.8362, 2.0507
Si, 1.3673, 9.5708, 2.0507
Si, 6.8362, 9.5708, 2.0507
Si, 0, 0, 3.418
Si, 5.469, 0, 3.418
Si, 2.7345, 2.7345, 3.418
Si, 8.2035, 2.7345, 3.418
Si, 0, 5.469, 3.418
Si, 5.469, 5.469, 3.418
Si, 2.7345, 8.2035, 3.418
Si, 8.2035, 8.2035, 3.418
Si, 1.3612, 1.35, 4.7484
Si, 6.7828, 1.428, 4.8163
Si, 4.0507, 4.1907, 4.7752
Si, 9.5239, 4.1188, 4.8351
Si, 1.3194, 6.8633, 4.8047
Si, 6.8614, 6.7649, 4.7568
Si, 4.0781, 9.5903, 4.7801
Si, 9.5117, 9.6024, 4.7438
Si, 2.7064, 0.0123, 6.1736
Si, 8.1013, -0.0292, 6.1309
Si, -0.0757, 2.6471, 6.0979
Si, 5.4274, 2.8837, 6.1655
Si, 2.6437, 5.4984, 6.2093
Si, 8.1205, 5.4293, 6.3013
Si, -0.1258, 8.2064, 6.1209
Si, 5.4148, 8.0997, 6.0068
Si, 3.8191, 1.7317, 7.3752
Si, 9.6871, 1.0756, 7.4478
Si, 1.4762, 3.8023, 7.3916
Si, 6.43, 4.432, 7.7332
Si, 4.2202, 6.7282, 7.5
Si, 9.2442, 7.0848, 7.5398
Si, 1.0145, 9.8123, 7.3733
Si, 6.9282, 9.2394, 7.3272
O, 9.7553, 6.6828, 25.0305
O, 4.2029, 1.305, 24.9599
O, 8.0899, 8.2161, 7.9551
O, 2.6458, 2.7588, 7.948
O, 6.9072, 4.1155, 24.8237
O, 1.4333, 9.5907, 24.7361
O, 5.3141, 5.615, 8.0294
O, -0.0834, -0.0062, 7.8882
O, 6.7989, 3.9384, 9.2756
O, 5.8915, 9.8101, 8.4784
O, 9.8697, 6.4263, 8.9402
O, 1.5325, 9.1107, 8.7527
O, 4.748, 1.2971, 8.6682
O, 0.5839, 4.3264, 8.6712
O, 8.9306, 1.6019, 8.8234
O, 3.7068, 7.5728, 8.8371
O, 8.2086, 8.2514, 23.8152
O, 9.0696, 2.7273, 24.071
O, 4.8816, 5.6835, 23.9879
O, 2.6692, 3.0959, 24.0796
O, 10.8799, 0.7879, 23.9318
O, 0.7753, 4.9446, 24.5557
O, 3.0518, 7.6048, 23.8874
O, 5.7219, 10.3348, 23.907
Si, 6.1901, -0.4569, 22.3515
Si, 4.3953, 10.2659, 19.8653
Si, 2.5781, 14.1175, 16.334
Si, 12.7539, 5.8111, 16.5205
Si, 5.1729, -0.0483, 9.4527
Si, 6.6534, 8.3283, 15.952
Si, 2.9318, 5.0565, 14.0634
Si, -3.2578, 4.3008, 16.0281
Si, 17.0851, 10.9681, 17.3138
Si, 6.6937, 6.1426, 18.1252
Si, 7.3172, 4.2223, 10.8149
Si, 1.4707, 10.277, 19.3689
Si, 11.5844, 4.459, 12.4256
Si, 8.7075, 12.3437, 16.5758
Si, 5.6631, 3.7656, 13.5533
Si, 9.1935, 8.0995, 14.085
Si, -0.7924, 10.971, 14.3545
Si, 7.3686, 10.3081, 11.3875
Si, 9.6699, 10.1536, 20.355
Si, 8.379, 8.486, 22.2311
Si, -0.6495, 2.1204, 23.1698
Si, 5.5261, 8.9747, 13.1899
As, 8.0586, 12.5446, 21.043
Si, 0.6199, 11.6673, 16.8287
Si, 11.1375, 5.6112, 9.5926
Si, 4.2723, 7.0387, 20.0562
Si, 3.7058, 6.3363, 23.0501
Si, -0.712, 5.555, 14.9133
Si, 1.3761, 7.1529, 19.1264
Si, 3.0447, 9.9767, 11.5302
Si, -1.6439, 7.2602, 19.7337
Si, 2.3017, 7.9634, 9.5955
Si, 1.6163, 4.141, 23.4456
Si, 4.4676, 12.4237, 15.1806
Si, 11.6998, 12.34, 11.9939
Si, 7.3725, 7.3649, 11.6517
Si, 9.1983, 1.6965, 10.439
O, 7.505, 5.8855, 10.9262
O, 6.6628, 4.1465, 14.7697
O, 10.8066, 6.5815, 19.5515
O, 2.8717, 10.8435, 19.9406
O, 7.6682, 8.7777, 10.7936
O, -2.5241, 0.2393, 20.0021
O, 2.3606, 8.5432, 11.1329
O, 4.4607, 4.8791, 13.5578
O, 15.0031, 2.5159, 16.4028
O, 6.9429, 4.6625, 17.4508
O, 5.5386, 8.578, 14.768
O, 0.4188, 10.8462, 15.4357
O, 8.1439, 8.2992, 15.3057
O, 8.5814, 13.9146, 16.2363
O, 7.4377, 11.9322, 17.4931
O, 8.4846, 7.343, 12.8338
O, 5.8574, 7.625, 12.2793
O, 9.4437, -2.0731, 19.36
O, 2.528, 15.4645, 17.2712
O, -4.6514, 6.9856, 16.7787
O, 12.34, 10.6381, 17.7957
O, -2.8053, 6.6103, 18.7901
O, 12.3571, 8.6848, 19.6152
O, 6.3276, 3.8042, 12.0556
O, 11.2969, 5.2271, 16.0785
O, 0.4956, 3.2041, 22.7054
O, 13.6843, 6.4757, 19.7385
O, -8.9295, 11.2183, 11.9435
O, 2.7332, 6.2274, 15.2114
O, 16.4169, 11.3807, 15.8877
O, 8.5973, 3.1545, 10.9521
O, 10.6834, 11.9749, 13.201
O, -1.4023, 9.6165, 21.907
O, 5.4567, 6.2439, 19.2172
O, -5.9485, 10.7398, 21.3062
O, 1.2568, 13.88, 12.2265
O, 10.8201, 1.5123, 10.6208
O, 1.4123, 13.0774, 16.7294
O, 8.8214, 11.5507, 15.1298
O, 5.1188, 13.1889, 13.8771
O, 3.8068, 10.3615, 10.1466
O, 6.2335, 0.2597, 10.6204
O, 6.9301, 9.1278, 21.8065
O, -2.2028, 5.4415, 15.5372
O, 9.6622, 1.732, 21.7111
O, 4.4339, 6.8383, 21.6787
O, 5.1824, 10.9964, 18.6296
O, 8.6272, 0.3928, 11.2806
O, 0.1712, 10.8799, 20.1457
O, 6.7574, 10.0479, 12.8971
O, 8.7625, 7.1807, 21.3077
O, -0.8648, 1.1027, 17.4176
O, 4.4203, 8.6358, 19.6891
O, 10.8468, 5.0597, 11.093
O, 10.4283, 7.1291, 14.5097
O, 7.3933, 2.9185, 20.379
O, 4.0966, 9.6731, 12.7558
O, 1.9574, 5.3747, 12.7909
O, 1.4818, 6.5817, 9.6416
O, 6.6557, 9.4505, 17.1139
O, 7.1842, 11.8056, 22.3839
O, 2.5199, 5.2521, 22.6441
O, -1.126, 9.5416, 13.6536
O, 13.3388, 14.6023, 14.7652
O, 1.5799, 7.07, 17.5064
O, 10.4715, 4.5587, 13.6299
O, 3.1151, 11.6365, 14.7465
H, 2.9189, 11.4863, 13.81

Results
free energy: -140533.692 eV
free energy less fixed offsets of As -4856.12, H -15.97, O -568.88, Si -635.61 eV per atom: 6.998 eV

Forces (eV/angstrom), in the order of the atoms: element, x, y, z
Si, -0.0056, 0.0072, 0.011
Si, 0.0045, -0.0007, 0.005
Si, -0.0097, 0.0106, 0.0061
Si, 0.0075, -0.006, 0.0083
Si, 0.0072, -0.0007, -0.0092
Si, -0.0076, 0.0056, 0.0067
Si, 0.0071, -0.0115, 0.0128
Si, 0.0011, -0.0013, -0.0163
Si, -0.0026, 0.0023, 0.0027
Si, -0.0024, 0.0044, 0.0022
Si, -0.0004, 0.0024, 0.0007
Si, 0.0037, -0.0029, 0.0002
Si, 0.0006, -0.0035, -0.0049
Si, -0.003, -0.0051, 0.0045
Si, -0.0039, 0.0002, 0.0027
Si, 0.0051, 0.0021, 0.0012
Si, 0.0035, -0.0041, 0
Si, -0.0024, -0.0011, 0.0067
Si, -0.0003, -0.0013, 0.0031
Si, 0.0044, -0.0048, 0.0004
Si, -0.0017, -0.0012, 0.0051
Si, -0.0023, 0.0053, 0.0051
Si, -0.005, -0.001, 0.0044
Si, -0.0003, 0.0013, 0.0049
Si, 0.2811, -0.2016, 0.0339
Si, 0.0344, -0.3284, -0.0858
Si, 0.1302, -0.0248, -0.0793
Si, -0.0251, -0.1282, 0.3605
Si, 0.3306, -0.0211, -0.0155
Si, -0.0297, 0.3107, 0.1428
Si, 0.0459, 0.1603, 0.3917
Si, 0.1096, -0.0228, -0.552
Si, 0.0347, 0.0339, 0.0295
Si, -0.0482, 0.0799, -0.0142
Si, 0.0203, 0.0649, -0.0188
Si, 0.0145, 0.1097, -0.0204
Si, 0.0021, 0.0311, -0.0427
Si, -0.0606, -0.0231, 0.0199
Si, -0.0529, 0.0364, -0.0279
Si, 0.0661, 0.02, 0.0116
Si, -0.0423, -0.0285, -0.0182
Si, -0.0027, -0.0473, -0.0268
Si, 0.0242, 0.0062, -0.0044
Si, 0.0172, -0.0608, -0.0142
Si, 0.036, -0.0133, -0.0246
Si, 0.0239, -0.028, -0.0159
Si, 0.0583, -0.0411, -0.0283
Si, 0.0101, 0.0008, -0.0085
Si, -0.0214, 0.0349, 0.0213
Si, 0.0115, 0.0259, 0.0308
Si, 0.0159, 0.068, 0.0198
Si, 0.0253, -0.0018, -0.0031
Si, -0.0468, 0.0067, 0.0382
Si, -0.0036, 0.0315, 0.0335
Si, -0.0004, -0.0153, -0.0028
Si, -0.1035, 0.0556, 0.0032
Si, 0.0392, -0.0041, -0.0013
Si, 0.0497, -0.0275, 0.0313
Si, -0.0124, -0.0839, 0.0387
Si, -0.1162, -0.0924, -0.0256
Si, 0.1144, 0.0024, 0.0111
Si, 0.0168, 0.0071, -0.0106
Si, -0.0754, -0.0696, -0.0223
Si, -0.0021, -0.089, 0.023
Si, -0.0494, -0.121, -0.325
Si, -0.1044, 0.256, 0.133
Si, 0.021, 0.1643, -0.0234
Si, -0.1191, 0.1255, 0.1992
Si, -0.2308, -0.0106, 0.2676
Si, -0.0497, -0.0472, -0.4394
Si, -0.2086, 0.0587, 0.0893
Si, -0.1225, -0.2019, -0.2442
Si, -0.005, 0.0051, 0.0019
Si, -0.0009, -0.0002, -0.0042
Si, 0.0017, 0.0023, 0.0019
Si, 0.0005, 0.0035, -0.0019
Si, 0.0027, 0.0018, -0.0073
Si, -0.0047, 0.0006, 0.0022
Si, 0.001, 0.0011, -0.0019
Si, -0.0009, 0.002, -0.0019
Si, 0.0001, -0.0074, -0.0083
Si, 0.0038, 0.0015, 0.0052
Si, 0.0061, -0.0032, 0.0016
Si, -0.0029, -0.0035, -0.0017
Si, 0.0054, -0.0022, 0.0042
Si, 0.0031, 0.0004, -0.0063
Si, -0.002, -0.0012, -0.0002
Si, 0.0005, -0.0016, 0.0017
Si, 0.0094, 0.0044, 0.0037
Si, -0.0046, 0.0009, -0.0062
Si, -0.0056, 0.0021, -0.0089
Si, -0.0015, -0.003, 0.0168
Si, -0.0042, 0.0016, -0.008
Si, 0.0047, -0.0039, 0.0017
Si, 0.003, -0.0032, 0.012
Si, -0.006, 0.0047, -0.0066
O, 0.0059, -0.004, 0.0048
O, 0.0057, -0.0069, -0.005
O, 0.0038, 0, 0.0067
O, -0.0012, 0.0021, 0.0079
O, -0.0008, 0.0005, -0.0069
O, -0.0027, 0.0007, -0.0067
O, -0.0002, -0.0021, 0.0022
O, -0.0017, -0.0007, 0.0036
O, 0.0015, 0.0026, -0.0024
O, 0.0007, -0.0028, 0.0005
O, -0.0005, 0.0007, 0.002
O, -0.0019, 0.0011, -0.005
O, -0.0003, 0.0001, 0.0013
O, 0.0014, -0.0017, 0.0026
O, 0.0007, 0.0014, 0.0066
O, 0.0008, -0.0005, 0.0004
O, 0.004, -0.0016, 0.0105
O, -0.0005, -0.0003, -0.0001
O, -0.0007, -0.0002, -0.0001
O, -0.0065, 0.0069, -0.0028
O, -0.0007, 0.0007, -0.0011
O, -0.0026, 0.0019, 0.0011
O, 0, 0.0004, -0.0002
O, -0.0009, 0.0019, -0.0015
Si, -0.0013, -0.0041, 0.0011
Si, 0.0028, 0.0036, -0.0058
Si, 0.0004, -0.0001, 0.0002
Si, 0.0009, -0.0034, 0.0006
Si, -0.0037, 0.0013, 0.002
Si, -0.0001, -0.0013, 0.0008
Si, -0.0003, -0.001, 0.0063
Si, -0.0002, -0.0012, 0.0006
Si, 0, 0.0007, -0.0019
Si, -0.0022, -0.0012, -0.0046
Si, 0.0009, -0.0017, -0.0035
Si, -0.0001, 0.0016, -0.009
Si, -0.004, 0.0015, -0.0018
Si, -0.001, 0.0026, 0.003
Si, 0.0029, -0.0008, 0.0051
Si, -0.0009, -0.0003, 0.0022
Si, 0.0013, 0.0007, 0.0037
Si, -0.0018, 0.0031, -0.0006
Si, -0.0011, 0.0008, -0.0052
Si, -0.006, 0.0012, 0.0018
Si, 0.006, 0.0047, 0.0039
Si, 0.0022, 0.0002, 0.004
As, 0.0133, -0.0095, 0.0141
Si, -0.0007, 0.0042, -0.0018
Si, 0.0006, 0.0018, -0.0007
Si, 0.0012, -0.0029, -0.002
Si, -0.0028, -0.0023, -0.0023
Si, -0.0019, 0.0014, 0.0037
Si, 0.0033, -0.002, -0.0056
Si, -0.0011, -0.0012, -0.0072
Si, -0.0043, -0.0021, -0.0047
Si, -0.0013, -0.0025, -0.0021
Si, -0.0069, 0.0043, 0.0113
Si, -0.0007, -0.0009, 0.0031
Si, 0.003, 0.0005, -0.0002
Si, 0.0018, -0.0013, -0.0007
Si, -0.0048, 0.0033, -0.0056
O, -0.001, 0.0007, -0.0002
O, -0.0011, 0.0003, -0.0008
O, -0.0013, 0.0009, 0.0033
O, -0.0002, -0.0001, 0.0058
O, 0.0004, -0.0022, -0.0007
O, 0.0004, -0.0028, -0.0004
O, -0.0003, 0.0053, 0.0057
O, 0.0009, -0.0004, -0.0019
O, 0.0007, 0.0011, -0.0001
O, 0.0009, 0.0009, 0.0022
O, 0, 0.0011, 0.0002
O, -0.0006, -0.0004, -0.0004
O, -0.0007, 0.0005, -0.0005
O, -0.0034, -0.0001, -0.0004
O, 0.0031, 0.0008, 0.0005
O, 0.0011, 0.0028, 0.003
O, -0.0022, 0.0012, 0.0008
O, 0.0008, 0.0003, 0.0037
O, 0, 0.0016, 0.0021
O, 0.0005, 0.0015, 0.0019
O, 0.0001, -0.0006, 0.006
O, 0.0011, 0.0016, 0.0031
O, -0.0008, 0.0022, 0.0049
O, -0.0025, 0.001, 0.0024
O, 0.0006, 0.0012, 0.0003
O, 0.0026, 0.0008, 0.0049
O, -0.0005, 0.001, 0.0039
O, -0.0009, 0.0012, 0.0003
O, 0.0008, 0.0021, -0.001
O, 0.0001, 0.0001, 0.0019
O, 0, -0.0003, 0
O, -0.0011, -0.0015, 0.0001
O, -0.0002, 0.0002, 0.003
O, 0.0009, 0.0006, 0.0029
O, 0.0004, 0.0003, 0.0041
O, 0.0005, 0.0007, -0.001
O, 0.002, -0.001, 0.0015
O, -0.0002, -0.0008, 0.002
O, -0.0004, 0.0008, 0.0008
O, 0.001, 0.0041, 0.0011
O, -0.0011, 0.0023, 0.0055
O, -0.0002, 0.0001, 0.0004
O, 0.0034, 0.0016, 0.0041
O, 0, -0.0011, 0.0007
O, -0.0074, -0.0014, -0.0033
O, 0.0021, 0.0015, -0.0011
O, -0.0004, -0.0012, 0.0029
O, 0.0013, -0.0015, 0.003
O, 0.0007, 0.0007, 0.0044
O, -0.002, -0.0022, 0.0022
O, 0.0016, -0.0003, 0.0036
O, -0.0006, 0, 0.0024
O, -0.0006, 0.0007, 0.0039
O, 0.0016, -0.0032, 0.0072
O, 0.0015, 0.0004, -0.0013
O, -0.0072, 0.0144, -0.0067
O, 0.0023, -0.0003, 0.0018
O, 0.0009, 0.001, -0.002
O, 0, 0.0018, -0.0008
O, -0.0008, 0.0013, 0.0021
O, 0.0007, 0.0014, -0.0008
O, 0.0017, 0.0004, 0.004
O, -0.0005, -0.0009, -0.001
O, 0.001, 0.002, -0.0017
O, -0.001, 0.0018, 0.0033
O, -0.0009, 0.0004, 0.0011
O, 0.0027, 0.0013, 0.0017
H, -0.0009, -0.0005, -0.0013

The program warned: the cutoff lies below the one the program advises for these potential files; the exchange-correlation potential is rough where the density is thin.
